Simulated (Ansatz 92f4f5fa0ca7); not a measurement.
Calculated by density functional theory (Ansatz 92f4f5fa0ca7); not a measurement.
Periodic cell of 290 atoms, Si198O92, from a study of silicon, its oxide and their interface. The atomic structure is a simulated model.
Doubt: the cutoff is far below the 930 eV that the study's wrapper takes by default for these files, so forces and energies are approximate.
This geometry differs little from another in the collection (a relaxation step or a small displacement).

Settings: functional PBE; potential files Ansatz PAW; basis plane waves; wave-function cutoff 580 eV; density cutoff ratio 5; exchange-correlation grid ratio 1; k mesh 1 x 1 x 1, Gamma-centred; self-consistency stop 5e-08 eV per atom in the density residual; occupations fixed; spin none; net charge 0.

Cell vectors (angstrom)
a  10.938  0  0
b  0  10.938  0
c  0  0  42.9105

Atoms: element, x, y, z (angstrom)
Si  0  0  40.8585
Si  5.469  0  40.8585
Si  2.7345  2.7345  40.8585
Si  8.2035  2.7345  40.8585
Si  0  5.469  40.8585
Si  5.469  5.469  40.8585
Si  2.7345  8.2035  40.8585
Si  8.2035  8.2035  40.8585
Si  1.3673  1.3673  42.2258
Si  6.8362  1.3673  42.2258
Si  4.1018  4.1018  42.2258
Si  9.5708  4.1018  42.2258
Si  1.3673  6.8362  42.2258
Si  6.8362  6.8362  42.2258
Si  4.1018  9.5708  42.2258
Si  9.5708  9.5708  42.2258
Si  2.7345  0  38.124
Si  8.2035  0  38.124
Si  0  2.7345  38.124
Si  5.469  2.7345  38.124
Si  2.7345  5.469  38.124
Si  8.2035  5.469  38.124
Si  0  8.2035  38.124
Si  5.469  8.2035  38.124
Si  4.1018  1.3673  39.4913
Si  9.5708  1.3673  39.4913
Si  1.3673  4.1018  39.4913
Si  6.8362  4.1018  39.4913
Si  4.1018  6.8362  39.4913
Si  9.5708  6.8362  39.4913
Si  1.3673  9.5708  39.4913
Si  6.8362  9.5708  39.4913
Si  0  0  3.417
Si  5.469  0  3.417
Si  2.7345  2.7345  3.417
Si  8.2035  2.7345  3.417
Si  0  5.469  3.417
Si  5.469  5.469  3.417
Si  2.7345  8.2035  3.417
Si  8.2035  8.2035  3.417
Si  1.3673  1.3673  4.7843
Si  6.8362  1.3673  4.7843
Si  4.1018  4.1018  4.7843
Si  9.5708  4.1018  4.7843
Si  1.3673  6.8362  4.7843
Si  6.8362  6.8362  4.7843
Si  4.1018  9.5708  4.7843
Si  9.5708  9.5708  4.7843
Si  2.7345  0  0.6825
Si  8.2035  0  0.6825
Si  0  2.7345  0.6825
Si  5.469  2.7345  0.6825
Si  2.7345  5.469  0.6825
Si  8.2035  5.469  0.6825
Si  0  8.2035  0.6825
Si  5.469  8.2035  0.6825
Si  4.1018  1.3673  2.0497
Si  9.5708  1.3673  2.0497
Si  1.3673  4.1018  2.0497
Si  6.8362  4.1018  2.0497
Si  4.1018  6.8362  2.0497
Si  9.5708  6.8362  2.0497
Si  1.3673  9.5708  2.0497
Si  6.8362  9.5708  2.0497
Si  10.612  -0.0086  29.8983
Si  5.0697  0.1175  30.1413
Si  2.8127  2.2889  30.0141
Si  8.5528  2.4292  30.0446
Si  10.6985  5.5813  29.8164
Si  5.1472  5.6023  29.9339
Si  2.973  7.9434  29.8866
Si  8.4049  7.8266  29.8983
Si  1.2799  1.1222  31.3167
Si  6.8034  1.3171  31.2331
Si  3.9773  4.0004  31.2246
Si  9.6709  4.0154  31.333
Si  1.3271  6.7807  31.1598
Si  6.7949  6.7095  31.2342
Si  3.9917  9.4587  31.4313
Si  9.4714  9.431  31.2878
Si  2.6311  -0.1381  32.7713
Si  8.1363  -0.076  32.6395
Si  0.063  2.6439  32.6914
Si  5.445  2.7133  32.6088
Si  2.661  5.4085  32.6049
Si  8.1881  5.3655  32.6301
Si  0.0017  8.1416  32.6199
Si  5.4973  8.1282  32.6637
Si  4.0754  1.3224  33.9944
Si  9.5382  1.3069  34.0028
Si  1.3708  4.0545  34.051
Si  6.8082  4.0476  34.0217
Si  4.0745  6.7643  33.9857
Si  9.5519  6.7759  33.9858
Si  1.287  9.4627  34.109
Si  6.8108  9.5172  34.0501
Si  -0.0466  -0.0349  35.4128
Si  5.4421  -0.0285  35.3888
Si  2.7456  2.6955  35.4006
Si  8.1882  2.6898  35.3864
Si  -0.0214  5.4317  35.3863
Si  5.4492  5.4326  35.3825
Si  2.7311  8.1324  35.4011
Si  8.2049  8.1564  35.3868
Si  1.3494  1.3446  36.7547
Si  6.8143  1.3422  36.7567
Si  4.0916  4.0831  36.764
Si  9.5485  4.0743  36.754
Si  1.3434  6.8006  36.7621
Si  6.8183  6.8117  36.7502
Si  4.0791  9.543  36.7561
Si  9.5412  9.5401  36.7714
Si  2.7561  0.0269  6.1468
Si  8.2272  0.027  6.1367
Si  0.0225  2.7595  6.1482
Si  5.485  2.7589  6.1548
Si  2.7483  5.4897  6.1396
Si  8.227  5.5009  6.1441
Si  0.0197  8.2276  6.155
Si  5.489  8.2307  6.1499
Si  4.1133  1.3989  7.5258
Si  9.6086  1.3796  7.5009
Si  1.3687  4.1573  7.5132
Si  6.8448  4.162  7.5056
Si  4.1068  6.8679  7.4985
Si  9.5962  6.8636  7.5244
Si  1.3761  9.6255  7.5121
Si  6.8528  9.6287  7.5048
Si  0.0364  0.05  8.9212
Si  5.4977  0.0498  8.9031
Si  2.7258  2.7842  8.8665
Si  8.2618  2.7982  8.8076
Si  0.0378  5.5299  8.9266
Si  5.4772  5.54  8.8831
Si  2.7438  8.2527  8.8522
Si  8.2576  8.2946  8.8527
Si  1.3799  1.4647  10.2962
Si  6.9148  1.4827  10.1898
Si  4.069  4.1689  10.2186
Si  9.6095  4.0968  10.24
Si  1.3717  6.9824  10.2953
Si  6.8444  6.9956  10.1912
Si  4.1039  9.5882  10.2418
Si  9.6329  9.5914  10.2951
Si  2.7714  0.0532  11.5897
Si  8.3081  0.1323  11.5503
Si  0.0284  2.8118  11.7608
Si  5.5231  2.8527  11.5298
Si  2.7645  5.6086  11.5958
Si  8.2651  5.6121  11.419
Si  0.0606  8.3202  11.8255
Si  5.5082  8.3179  11.6782
Si  4.4328  1.1971  12.7827
Si  9.8222  1.1641  13.0794
Si  1.1891  4.5144  12.9584
Si  6.6538  4.5556  12.7068
Si  4.3351  6.7197  12.995
Si  9.7399  6.6283  12.9596
Si  1.2941  9.9543  13.152
Si  6.7314  9.9791  12.866
O  9.5744  1.2351  29.4639
O  4.0951  6.7952  29.4304
O  4.0046  1.2354  29.515
O  9.529  6.6988  29.3804
O  -0.0183  5.5547  13.4698
O  5.5824  0.1418  13.365
O  0.0837  0.1013  13.5991
O  5.5443  5.6249  13.3369
O  7.6056  3.9643  13.8964
O  8.7391  7.0585  14.2233
O  2.1901  9.4689  14.4933
O  8.905  1.6861  14.3838
O  7.6213  9.4798  14.1672
O  3.6107  1.8289  14.0545
O  3.5927  7.2335  14.4012
O  2.0713  4.0194  14.274
O  8.1245  3.4813  28.8384
O  0.4428  4.9298  28.4321
O  1.9056  2.7475  28.7189
O  5.8162  4.9  28.5951
O  5.5233  9.9974  28.9691
O  2.4297  8.68  28.5016
O  0.1785  10.0653  28.5598
O  7.7788  8.571  28.5527
Si  8.659  7.699  23.9131
Si  8.7902  6.363  19.1015
Si  3.797  1.5436  20.2005
Si  2.1386  5.7487  23.1003
Si  2.4165  3.1445  24.9675
Si  9.8174  9.0366  17.5483
Si  1.3217  9.4163  27.5545
Si  9.1756  0.9698  18.6683
Si  1.4272  5.0593  18.4949
Si  1.7992  8.2596  18.2777
Si  6.65  9.5542  27.8983
Si  4.5297  4.6046  21.1772
Si  8.2171  3.0242  15.0483
Si  0.8407  8.2471  24.7342
Si  6.9521  1.3478  26.5599
Si  8.2324  8.3224  15.137
Si  10.8925  5.2062  21.0776
Si  7.5716  9.4998  21.7874
Si  9.9323  2.0592  25.7697
Si  3.2231  8.5203  15.3745
Si  6.6968  3.3522  22.8801
Si  1.1659  0.2091  25.2797
Si  3.2394  2.8207  17.7628
Si  7.2162  5.3956  25.1604
Si  5.7538  8.6724  17.0109
Si  5.7902  6.0755  18.6682
Si  4.636  9.7088  23.0915
Si  1.0207  3.5986  27.6514
Si  4.899  1.486  24.2707
Si  3.1998  3.0888  14.9805
Si  6.4547  10.8218  19.2602
Si  10.3526  0.1192  21.4417
Si  5.6677  3.659  16.6207
Si  9.8453  3.9028  17.3743
Si  2.3464  9.9268  21.0102
Si  6.0761  8.1253  25.2698
Si  6.924  3.9678  27.8506
Si  9.7569  2.7791  22.8371
O  7.1998  6.3819  19.4426
O  1.8834  7.0597  24.15
O  10.2938  4.0349  21.9933
O  6.1694  9.9623  22.5231
O  10.1501  0.7093  19.9399
O  8.4468  6.1182  24.3364
O  5.1727  0.6877  19.8992
O  5.7178  2.0603  22.9913
O  8.3475  1.9456  26.0228
O  1.9951  4.3001  23.8771
O  6.971  2.8055  16.1049
O  4.8752  2.7095  17.684
O  6.0318  4.3979  21.8171
O  4.5687  3.923  15.4046
O  10.6907  2.7721  27.0293
O  9.7266  6.1626  20.4378
O  6.0065  6.4893  25.3093
O  4.0832  0.174  23.7472
O  9.2612  10.5585  17.7454
O  2.8591  4.3638  18.1728
O  1.9066  10.6988  26.6886
O  3.9946  2.7222  24.8576
O  0.7333  10.0448  21.4296
O  1.2775  9.8047  24.3101
O  1.7137  1.6643  24.7518
O  8.944  10.389  21.9671
O  4.8748  8.5857  24.2596
O  9.5763  8.7623  15.9555
O  6.7478  4.0892  24.3289
O  2.845  1.7255  18.8727
O  5.8273  8.7726  26.7347
O  2.5466  2.4541  16.3393
O  7.6063  4.8504  26.6507
O  5.2152  7.4808  18.0202
O  0.4358  9.0724  17.9651
O  7.5838  1.0614  19.0482
O  7.1117  9.636  20.2153
O  8.9824  5.036  18.1654
O  8.0928  8.0368  22.3836
O  6.208  2.5693  27.3675
O  2.4617  9.072  19.5736
O  0.4291  4.492  17.3339
O  0.8084  8.3149  26.4063
O  9.3928  3.8355  15.818
O  9.658  2.3905  18.003
O  7.6214  8.5655  24.8638
O  2.5548  8.1769  16.8272
O  3.9826  3.0621  20.8429
O  0.8412  4.4954  19.9082
O  10.0538  3.0001  24.4295
O  9.1491  7.8087  18.415
O  10.5124  0.5376  25.5489
O  6.0366  5.0434  17.4038
O  8.1562  2.7496  22.4861
O  3.5353  5.4809  22.1978
O  4.6732  9.1381  15.8536
O  1.5376  6.6806  18.644
O  4.7643  5.4949  19.8128
O  2.0447  3.8567  26.3965
O  10.5504  1.4108  22.4227
O  0.9478  6.0723  22.0277
O  7.3395  10.9478  27.4018
O  5.9355  0.91  25.3821
O  6.0751  10.0299  17.8743
O  2.8481  0.55  21.0678
O  7.0585  8.0173  16.2425
O  10.2449  8.0178  24.1574
O  3.4496  9.2019  22.0424

Results
free energy: -178192.907 eV
free energy less fixed offsets of O -568.88, Si -635.61 eV per atom: -5.167 eV

Forces (eV/angstrom), in the order of the atoms: element, x, y, z
Si  -0.0182  -0.0189  -0.0016
Si  -0.0215  -0.0323  0.0012
Si  -0.0324  -0.018  -0.0028
Si  -0.0136  0.001  -0.004
Si  -0.0181  -0.0213  -0.0017
Si  -0.0137  -0.0174  -0.0042
Si  -0.0104  -0.0026  -0.0031
Si  -0.0247  -0.0087  -0.0057
Si  0.0155  0.0018  0.0017
Si  0.0111  0.0087  -0.0049
Si  0.0039  0.0009  -0.002
Si  0.0026  -0.0049  0.0017
Si  0.0128  0.0071  -0.0038
Si  0.0126  0.0042  -0.002
Si  -0.0015  0.0065  0.0034
Si  0.0039  0.0048  0
Si  -0.0698  -0.1049  -0.0059
Si  -0.1349  -0.0938  0.0674
Si  -0.0164  -0.0532  -0.0117
Si  0.017  -0.0484  0.0515
Si  -0.0602  -0.1275  0.0619
Si  -0.0693  -0.1011  -0.022
Si  0.004  -0.0765  0.0377
Si  0.0138  -0.0526  -0.0236
Si  0.0298  0.0131  -0.0049
Si  0.0246  0.0034  -0.0084
Si  0.0453  0.0039  0.0093
Si  0.0302  -0.006  0.0098
Si  0.0119  0.0131  -0.0091
Si  0.0278  0.0089  -0.004
Si  0.0271  0.013  0.006
Si  0.0161  0.0374  0.0145
Si  -0.0212  -0.0174  0.0116
Si  -0.0259  -0.0111  -0.0014
Si  -0.0134  -0.0221  -0.0174
Si  -0.0525  0.0134  -0.0126
Si  -0.0279  -0.005  0.0006
Si  -0.0163  -0.0225  0.0058
Si  -0.0236  -0.0151  -0.0023
Si  -0.0297  -0.0035  -0.0157
Si  0.1016  0.1365  -0.0499
Si  0.0399  0.1452  -0.0392
Si  0.018  0.0215  -0.0457
Si  0.0059  0.0277  -0.0275
Si  0.0163  0.1182  -0.0439
Si  0.0533  0.1325  -0.0473
Si  0.0377  0.0791  -0.0325
Si  0.0234  -0.0143  -0.0476
Si  -0.0069  -0.0102  0.0004
Si  -0.0136  -0.0083  -0.0023
Si  -0.0032  0.0026  0.0038
Si  -0.0029  -0.0014  0.0015
Si  -0.012  -0.007  -0.0015
Si  -0.0125  -0.0055  -0.0044
Si  -0.0058  -0.0024  0.0049
Si  -0.0044  0.0027  0.0016
Si  0.01  0.0185  -0.0008
Si  0.0062  0.0123  0.0046
Si  0.0293  0.0126  0.0058
Si  0.0304  0.0156  -0.0011
Si  0.0149  0.0125  0.0023
Si  0.0014  0.0054  0.0008
Si  0.0284  0.0216  0.0046
Si  0.029  0.0171  0.0032
Si  0.0171  0.0226  -0.0083
Si  -0.0072  0.01  0.0212
Si  0.0051  -0.01  -0.0127
Si  0.0042  -0.0042  0.0164
Si  -0.0212  -0.0151  0.0262
Si  -0.019  0.0135  -0.0138
Si  0.0031  -0.0027  0.0316
Si  0.0102  -0.025  -0.0004
Si  0.0148  -0.0044  0.0455
Si  0.0236  -0.0011  -0.0101
Si  0.0045  0.0205  -0.001
Si  0.0327  0.0137  0.0139
Si  0.0252  0.0126  -0.0195
Si  0.0094  0.0081  0.0311
Si  0.0062  0.002  0.0273
Si  0.0176  0.0155  -0.0012
Si  -0.0381  -0.0224  0.0145
Si  -0.0613  -0.0288  0.0022
Si  -0.0037  0  0.0033
Si  0.0052  -0.0047  -0.015
Si  -0.0332  -0.0417  -0.024
Si  -0.0268  -0.0172  -0.0181
Si  -0.03  -0.0198  -0.0235
Si  -0.0064  -0.0018  -0.0084
Si  0.0004  -0.0401  -0.0175
Si  0.0086  0.0356  -0.0525
Si  0.0439  -0.0302  0.0193
Si  0.0008  -0.0123  0.0041
Si  0.029  0.0219  -0.0459
Si  -0.0043  0.0015  -0.0534
Si  0.0423  0.0747  0.0043
Si  0.0267  0.0288  0.0135
Si  -0.0075  -0.0595  -0.0092
Si  0.0002  -0.0265  -0.0432
Si  0.0032  0.0676  -0.0334
Si  -0.0467  -0.0278  -0.0822
Si  -0.0215  -0.0573  -0.052
Si  0.0009  -0.0206  -0.0469
Si  -0.0357  -0.0068  -0.0133
Si  -0.0064  0.016  -0.0602
Si  0.003  0.0046  -0.0268
Si  0.0124  -0.0036  -0.0123
Si  0.0172  -0.0379  -0.0014
Si  0.0015  0.0286  -0.0089
Si  0.0381  -0.0028  -0.0097
Si  -0.009  0.0151  -0.0148
Si  -0.0046  0.0261  -0.017
Si  -0.0024  0.0342  -0.0103
Si  -0.011  -0.0124  0.009
Si  -0.0429  0.0083  0.0065
Si  -0.0132  0.0021  0.0084
Si  -0.0009  -0.0082  0.0319
Si  0.0277  -0.0298  0.0097
Si  -0.0163  -0.0032  0.0215
Si  -0.0018  0.0002  0.0159
Si  0.0094  -0.0203  0.0328
Si  0.0047  0.026  0.0438
Si  -0.0169  0.0135  0.0408
Si  0.045  0.0008  0.0517
Si  0.0332  0.0121  0.016
Si  -0.0422  0.0198  0.0312
Si  -0.0427  -0.0069  0.0515
Si  0.065  0.0177  0.0418
Si  0.0681  0.0351  0.0322
Si  -0.0223  -0.0075  0.0526
Si  -0.0088  0.0049  0.0408
Si  -0.0032  0.0249  -0.0299
Si  -0.0469  -0.0515  -0.0106
Si  -0.0164  -0.0221  0.0549
Si  0.0183  -0.0099  0.0331
Si  -0.0084  -0.0001  0.0267
Si  -0.0875  -0.0097  -0.0348
Si  0.0299  0.0215  0.038
Si  0.0467  0.0532  -0.0262
Si  0.0045  -0.0186  -0.0091
Si  0.0113  0.0103  -0.0036
Si  0.0527  0.0309  0.0218
Si  0.0321  0.0506  -0.0245
Si  0.0039  -0.0218  -0.0035
Si  0.0195  0.0298  0.0348
Si  -0.0255  -0.0149  -0.0136
Si  -0.0065  0.0072  -0.0129
Si  -0.0219  -0.0148  -0.0065
Si  0.003  0.0076  -0.0145
Si  -0.0207  -0.0062  -0.0131
Si  -0.0037  0.0005  -0.0118
Si  -0.0155  -0.0216  -0.0006
Si  -0.0055  -0.008  -0.0161
Si  0.0142  -0.0007  0.0333
Si  0.011  -0.0097  0.0019
Si  0  0.027  0.0379
Si  -0.0128  -0.0198  0.0026
Si  0.0051  -0.0073  0.0314
Si  0.0086  -0.0009  0.0122
Si  -0.0041  0.0175  0.0455
Si  -0.0111  -0.0017  0.0307
O  -0.0191  -0.0101  0.0023
O  0.0044  -0.0226  -0.0044
O  -0.0017  0.003  -0.0003
O  0.0018  -0.0002  -0.0077
O  0.0147  0.0013  -0.0087
O  -0.0051  -0.0012  -0.0121
O  0.0055  0.0047  -0.009
O  -0.0136  0.0198  -0.0033
O  -0.0035  0.014  -0.0147
O  -0.0022  -0.0034  -0.0187
O  -0.0082  0.0073  -0.031
O  0.0002  0.0013  -0.0083
O  -0.0019  0.0093  -0.015
O  -0.0003  -0.0026  -0.001
O  -0.0039  0.0048  -0.0003
O  -0.0078  0.0043  -0.0229
O  0.0073  -0.0039  0.006
O  -0.0006  0.0032  -0.001
O  0.0052  -0.0145  0.023
O  -0.002  0.0007  0.0106
O  -0.027  0.0084  0.0306
O  -0.0017  0.0037  -0.001
O  0.0005  -0.0114  0.0087
O  0.0039  -0.0054  0.0181
Si  0.0025  -0.0019  0.001
Si  0.0002  -0.0016  -0.001
Si  -0.0006  0.0004  0.0015
Si  -0.0009  0.0007  0.0021
Si  -0.0003  -0.0005  -0.0008
Si  0.0002  -0.0008  0.0042
Si  -0.0036  -0.0068  -0.0014
Si  -0.0012  0.0003  -0.0009
Si  -0.0015  0.0006  0.0006
Si  0.0008  -0.0026  0.0008
Si  -0.0003  -0.0056  -0.0131
Si  -0.0008  0.0001  0.0028
Si  -0.0024  0.0032  0.0165
Si  0.0021  -0.0045  0.0122
Si  -0.0025  0.0036  -0.0009
Si  0.0027  0.0038  0.0157
Si  0.0025  0.0017  0.0024
Si  0.0008  0.0006  0.0021
Si  -0.0032  -0.0032  0.0009
Si  0.0131  -0.0027  0.0081
Si  -0.0029  -0.0015  0.0023
Si  -0.0001  -0.0075  0.0019
Si  0.0064  -0.0018  0.0007
Si  0.0016  -0.0013  0.0014
Si  0.0007  0.0026  0.0015
Si  0.0006  -0.0005  0.0023
Si  -0.002  0.0003  0.003
Si  -0.0086  0.0004  -0.0048
Si  0.0025  0.0003  0.005
Si  0.0211  0.0039  0.0098
Si  0.0031  0.0006  0.0008
Si  0.0037  -0.0009  0.0022
Si  0.0015  0.0023  0.0001
Si  0.0009  0.002  0.0053
Si  0.001  0.0008  0.0013
Si  -0.0026  -0.0028  -0.0007
Si  -0.0063  -0.0114  -0.0009
Si  -0.0003  0.0003  0.0042
O  -0.0002  0.0004  0.0015
O  0.0002  -0.0019  -0.0009
O  -0.0014  -0.0044  0.003
O  0.0008  -0.0009  -0.0023
O  0.0011  0.0003  -0.0002
O  -0.0002  -0.0002  0.001
O  0.0003  -0.0002  0.0018
O  -0.0006  -0.0004  0.0006
O  0.0007  -0.0018  0.0014
O  -0.0002  -0.0032  0.0005
O  0.0028  0.0004  -0.005
O  -0.0015  0  0.0001
O  0.0012  0.0003  -0.0006
O  -0.0021  0.0009  -0.0075
O  0.0001  0.0004  0.0061
O  0.0004  -0.001  -0.0011
O  0  0.0007  -0.0014
O  0.0012  -0.0016  -0.0015
O  0.0021  -0.0028  -0.0006
O  0.002  -0.0001  0.0017
O  -0.0004  0.0036  0.006
O  0.0015  -0.0017  -0.0013
O  -0.0003  -0.0011  0.0001
O  -0.0012  -0.0001  0.0016
O  0.0003  -0.0023  0.0012
O  0.0001  -0.0004  -0.0013
O  0.0005  -0.0009  0.0001
O  -0.0024  -0.0006  -0.0059
O  -0.0005  -0.0019  0.0005
O  -0.0008  -0.0011  -0.0027
O  0.0024  -0.0013  0.0037
O  -0.0008  0.0011  -0.0087
O  0  -0.0003  0.0038
O  0.0006  0.0009  -0.0006
O  0.001  0.0001  -0.0008
O  0.0007  0.0009  0.0009
O  0.0006  0.0004  0.0022
O  0.0002  -0.0002  0.0018
O  -0.0005  -0.0012  -0.0004
O  0.0028  -0.0008  -0.0005
O  0.0019  0.0017  0.0001
O  0.0008  -0.0016  0.0003
O  -0.0009  0.0019  -0.0048
O  0.0001  -0.0007  -0.007
O  0.001  0.0003  -0.0028
O  -0.0011  -0.0017  -0.0006
O  -0.001  0.0036  -0.0018
O  0.0006  0.0008  -0.0001
O  -0.0002  0.0003  0.0008
O  0.0007  0.0003  -0.0041
O  0.0012  0.0008  -0.0002
O  -0.0008  0.0002  0.0001
O  0.0012  0.0024  0.0003
O  0.0008  -0.001  -0.0004
O  0.0022  0.0003  -0.0026
O  -0.0004  0.001  0.0001
O  0  0.0003  -0.0001
O  0.0001  -0.0009  0.0007
O  0.0027  -0.0012  -0.0011
O  0.0005  0.0009  -0.0006
O  0.0001  -0.0023  0.0001
O  0.0033  -0.0027  0.0027
O  -0.0028  -0.0009  -0.003
O  -0.0004  0.0003  -0.0015
O  0.0009  0.0007  -0.0026
O  -0.0001  0.0027  -0.0077
O  -0.0029  -0.0011  -0.0019
O  0.0003  -0.0031  0.0016

The program warned: the cutoff lies below the one the program advises for these potential files; the exchange-correlation potential is rough where the density is thin.
